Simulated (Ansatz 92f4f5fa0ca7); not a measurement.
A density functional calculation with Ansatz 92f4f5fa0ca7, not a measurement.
Periodic cell of 228 atoms, Si140O88, from a study of silicon, its oxide and their interface. The atomic structure is a simulated model.

Settings
functional: r2SCAN
potential files: Ansatz PAW
basis: plane waves
wave-function cutoff: 800 eV
density cutoff ratio: 5
exchange-correlation grid ratio: 1
k mesh: 1 x 1 x 1, shifted by 0.5 0.5 0 of a step
self-consistency stop: 1e-10 eV per atom in the density residual
occupations: fixed
spin: none
net charge: 0

Cell vectors (angstrom)
a	10.887	0	0
b	0	10.887	0
c	0	0	33.3214

Atoms: element, x, y, z (angstrom)
Si	0.5667	-0.5903	-0.0613
Si	2.2784	3.0589	-0.2388
Si	0.0554	5.2596	0.3192
Si	2.7352	8.1116	0.3648
Si	5.3819	-0.1652	-0.0158
Si	8.1216	2.7439	0.2048
Si	4.902	5.8739	-0.0193
Si	8.7555	7.4486	-0.034
Si	1.39	1.2936	1.1716
Si	3.912	4.1137	1.2247
Si	1.3691	6.6995	1.5979
Si	4.0895	9.5622	1.5391
Si	6.7367	1.252	1.331
Si	9.4577	4.0305	1.5976
Si	6.8188	6.7224	1.2065
Si	9.6952	9.2785	1.2237
Si	0.0152	2.5597	2.7018
Si	2.7082	0.0943	2.7506
Si	0.001	8.1094	2.8436
Si	2.7465	5.3374	2.8469
Si	5.3544	2.7141	2.601
Si	8.2345	-0.1409	2.571
Si	5.5673	8.1386	2.6915
Si	8.0528	5.4446	2.7873
Si	1.3349	3.9705	4.1133
Si	4.075	1.4086	4.0956
Si	1.3741	9.547	4.0977
Si	4.1606	6.7754	4.071
Si	6.7261	4.0237	4.06
Si	9.523	1.2375	4.0351
Si	6.8779	9.4974	4.0639
Si	9.4625	6.7818	4.1403
Si	-0.0038	-0.0296	5.471
Si	2.7182	2.7005	5.5056
Si	-0.0268	5.3936	5.4312
Si	2.7674	8.1628	5.4049
Si	5.468	0.002	5.3907
Si	8.1549	2.6686	5.3724
Si	5.4528	5.4142	5.4719
Si	8.1654	8.1635	5.5027
Si	1.3496	1.3388	6.8375
Si	4.0764	4.0868	6.8285
Si	1.3637	6.8011	6.7527
Si	4.1014	9.5343	6.7833
Si	6.799	1.363	6.7803
Si	9.4958	4.0499	6.7859
Si	6.8026	6.7903	6.8335
Si	9.5327	9.5226	6.8394
Si	-0.0117	2.7283	8.1674
Si	2.7302	-0.0102	8.1811
Si	0.03	8.1695	8.1587
Si	2.713	5.4606	8.1437
Si	5.4519	2.7314	8.1694
Si	8.1572	0.023	8.1498
Si	5.4438	8.1779	8.1682
Si	8.1762	5.441	8.1822
Si	1.3688	4.1038	9.5075
Si	4.0824	1.3805	9.53
Si	1.3544	9.5376	9.5585
Si	4.0621	6.8177	9.507
Si	6.7954	4.105	9.5478
Si	9.5002	1.3827	9.5167
Si	6.8033	9.566	9.512
Si	9.5437	6.8411	9.5226
Si	-0.0402	0.0448	10.8937
Si	2.7167	2.7467	10.8919
Si	0.0502	5.5003	10.8595
Si	2.7306	8.1647	10.895
Si	5.4463	0.0291	10.8891
Si	8.1705	2.7492	10.8963
Si	5.4212	5.4894	10.8919
Si	8.1842	8.2442	10.873
Si	1.3129	1.4118	12.2464
Si	4.0685	4.117	12.2665
Si	1.3811	6.8341	12.2931
Si	4.0875	9.5356	12.2268
Si	6.7963	1.3965	12.2581
Si	9.5703	4.1561	12.172
Si	6.7836	6.9181	12.1939
Si	9.4994	9.6067	12.3096
Si	0.0136	2.871	13.6084
Si	2.6472	-0.0465	13.5311
Si	0.0071	8.2277	13.6243
Si	2.7523	5.4778	13.681
Si	5.4377	2.7525	13.6114
Si	8.1224	0.1025	13.7043
Si	5.4791	8.265	13.6459
Si	8.2004	5.5582	13.4367
Si	1.3715	4.1864	15.0938
Si	3.9817	1.3339	14.8275
Si	1.3553	9.5157	15.0527
Si	4.1622	6.8388	14.9938
Si	6.8817	4.2177	14.7802
Si	9.4886	1.5674	14.9584
Si	6.7382	9.6756	15.1311
Si	9.4671	6.9015	14.8933
Si	0.1798	0.3658	16.1517
Si	2.492	2.4421	16.2388
Si	-0.2794	5.4223	16.2849
Si	2.9639	8.287	16.3688
Si	4.9539	-0.1553	16.3591
Si	8.3787	3.2313	16.2729
Si	5.8554	5.7404	16.2145
Si	7.9683	8.0551	16.309
Si	2.1524	-17.2175	26.2493
Si	-0.7395	0.0123	25.5526
Si	18.2697	-3.0544	22.5736
Si	4.2279	15.8744	22.3921
Si	-3.5091	-1.5784	31.5413
Si	0.9227	-1.932	20.3341
Si	-4.4456	14.7797	18.4905
Si	15.0623	12.5914	30.951
Si	-18.1735	-0.489	28.6256
Si	-11.923	-6.151	22.4649
Si	10.7365	2.2569	21.4939
Si	17.1449	4.059	31.2297
Si	9.2244	7.2079	27.3211
Si	-12.3181	22.5801	31.7106
Si	26.7733	4.5858	26.6455
Si	3.4097	-12.5228	25.8366
Si	-12.4554	-9.6758	28.9191
Si	34.117	-6.2849	20.7571
Si	5.0652	17.8056	24.5264
Si	9.3952	9.8475	18.4461
Si	-9.4401	6.5586	18.5806
Si	-15.8098	19.5358	28.8482
Si	1.0039	-3.514	26.1187
Si	-1.2815	17.9657	24.3974
Si	3.3435	10.8223	20.5993
Si	4.3453	1.8951	18.5358
Si	16.8608	43.1725	21.7866
Si	25.7571	3.0055	24.5804
Si	6.9546	5.6668	28.7111
Si	10.611	-0.4836	22.5014
Si	-2.8778	-0.9199	27.3877
Si	-24.2036	11.4531	20.7261
Si	-10.045	21.7106	28.0202
Si	3.6942	0.1894	23.5384
Si	21.9289	2.4041	26.9679
Si	18.0041	5.3449	21.059
O	6.175	9.4605	-0.7101
O	-13.1576	-0.4185	-7.3649
O	4.5175	3.6138	-10.1249
O	1.0757	4.2022	-0.5066
O	-7.9305	0.3216	-11.2043
O	-25.3535	3.5175	-0.9827
O	2.0208	10.0794	-4.5228
O	2.8828	13.371	-1.6849
O	2.9823	-0.9359	-8.8795
O	3.9228	0.852	-3.767
O	14.9636	6.2734	-9.9274
O	23.5497	16.9073	-7.5458
O	5.3028	5.1973	-1.4455
O	42.4429	13.3433	-5.3199
O	9.8854	6.3054	-0.4453
O	7.4801	13.8675	-15.7012
O	4.8324	-0.713	20.677
O	9.1584	1.7332	30.4233
O	-1.7206	-0.4218	21.7956
O	-14.6765	4.8301	30.0872
O	-8.0558	4.8378	21.5857
O	-3.9959	17.7886	16.7437
O	14.8595	-1.3909	16.8429
O	7.411	-3.9654	21.237
O	0.2503	10.1848	26.6407
O	16.4566	-5.7602	21.4927
O	18.1331	4.7991	19.5474
O	13.0562	8.4256	26.4493
O	5.5295	4.8579	17.5463
O	13.4101	7.3752	17.6668
O	-2.2234	8.6322	17.6733
O	1.3345	1.3798	16.7197
O	-4.4547	7.2549	23.7421
O	8.0435	22.177	28.345
O	-12.8841	19.5793	27.887
O	-7.4248	-6.2407	27.2322
O	-0.0092	0.0407	31.8489
O	19.2156	-0.1649	19.2828
O	-1.0368	-5.3066	23.8364
O	27.8486	28.8129	28.8222
O	14.4845	1.481	24.4511
O	-12.4273	1.8203	32.9458
O	-17.9452	-0.5247	26.9829
O	0.1853	6.2892	17.5945
O	-1.481	1.886	20.6043
O	-13.3394	6.0866	28.1895
O	13.4873	3.7569	24.9327
O	-11.6249	21.6661	17.3891
O	-3.9383	-10.0665	21.2668
O	11.8917	13.9221	20.6582
O	-5.825	3.2172	25.7748
O	-1.3397	-6.6141	16.7665
O	-4.7488	4.6337	27.7688
O	3.8113	-3.8093	32.9323
O	33.4641	-7.0304	26.8114
O	22.3375	9.1517	21.9019
O	37.2187	8.2141	25.3489
O	37.9237	10.8465	23.2001
O	-7.4697	12.1288	19.669
O	10.8478	-14.6875	27.3447
O	22.2294	0.8954	22.077
O	-2.5602	4.6601	21.8998
O	19.7436	18.8184	23.2468
O	-22.1798	21.8548	29.0217
O	-11.3094	-11.4084	24.0894
O	8.7354	7.0358	25.773
O	-2.6083	-11.1639	31.762
O	-9.6898	7.4365	19.9093
O	2.2399	-1.0623	19.9798
O	4.453	20.0144	29.154
O	6.4937	-12.3978	27.4753
O	-5.5471	2.8202	30.6914
O	17.7531	31.0011	22.0367
O	-9.5751	1.4457	27.6101
O	-10.7547	7.757	24.8034
O	21.4195	9.3639	19.458
O	3.3857	2.7715	17.5606
O	10.2781	3.1976	22.7348
O	6.8643	9.2391	30.0417
O	-13.5597	-2.9213	31.8346
O	-5.5653	-5.0805	25.6502
O	21.3341	1.6185	25.6594
O	-16.606	11.6396	17.7034
O	16.3078	2.8805	19.2233
O	1.7158	9.16	32.863
O	4.6624	11.5456	32.0945
O	11.0168	5.309	21.4457
O	-9.0904	5.122	19.2443

Results
free energy: -139738.224 eV
free energy less fixed offsets of O -570.45, Si -639.56 eV per atom: -0.224 eV

Forces (eV/angstrom), in the order of the atoms: element, x, y, z
Si	-0.0136	0.0101	0.2028
Si	0.0073	-0.0071	0.2113
Si	0.0193	-0.013	0.1288
Si	0.016	-0.0251	0.1658
Si	0.0359	0.0033	0.1452
Si	-0.0145	-0.0302	0.1292
Si	-0.0119	-0.0106	0.2049
Si	-0.0137	0.0122	0.1852
Si	-0.0024	0.0164	0.0383
Si	0.0422	-0.0009	-0.0138
Si	0.001	-0.0015	0.006
Si	-0.0189	-0.0508	-0.0016
Si	0.0028	0.0246	-0.0559
Si	0.0247	-0.0166	0.0195
Si	-0.0149	0.0248	0.044
Si	-0.0487	0.0466	-0.0182
Si	-0.0362	0.0305	0.0493
Si	0.0271	-0.053	0.0236
Si	0.0473	-0.0418	0.0498
Si	-0.023	0.027	0.0482
Si	0.0074	0.0052	0.0254
Si	-0.0088	-0.0069	0.0265
Si	-0.0432	0.011	0.0589
Si	0.0477	-0.0498	0.0435
Si	-0.0156	0.0296	-0.019
Si	-0.0156	-0.0168	-0.016
Si	-0.0116	0.0046	-0.0056
Si	-0.0088	-0.017	-0.0322
Si	0.0223	0.0045	-0.0198
Si	0.0105	0.0001	-0.0049
Si	-0.0109	0.0032	-0.0167
Si	-0.0077	0.0204	-0.0197
Si	-0.0027	-0.0192	0.0117
Si	0.0049	0.0029	0.003
Si	0.0049	0.0033	0.0161
Si	-0.0067	-0.0072	0.0197
Si	0.0211	0.0206	0.0158
Si	-0.0226	-0.0067	0.0174
Si	0.0137	-0.001	-0.0002
Si	0.0214	-0.0078	0.0228
Si	-0.0103	0.0043	0.0069
Si	-0.0209	0.0042	0.0009
Si	-0.0098	-0.0056	0.0092
Si	-0.0003	-0.0086	0.0078
Si	0.007	-0.011	-0.0084
Si	-0.0035	0.0056	0.005
Si	0.0049	0.0037	0.01
Si	-0.0076	0.0014	0.006
Si	0.0073	-0.0112	0.0025
Si	-0.0146	0.0106	0.0062
Si	-0.029	0.0148	0.0112
Si	0.0316	-0.0157	-0.0041
Si	0.0033	0.0154	0.0047
Si	0.0096	0.003	0.0023
Si	0.0122	-0.0142	0.0019
Si	-0.009	0.0075	0.0089
Si	-0.0346	0.0211	-0.0086
Si	-0.0087	-0.0135	-0.0122
Si	0.0207	-0.0135	-0.0139
Si	-0.018	0.0181	-0.0012
Si	0.0126	0.0126	-0.0094
Si	-0.0154	0.0112	-0.0012
Si	-0.0047	0.0023	-0.0058
Si	0.0256	-0.0176	-0.014
Si	0.0147	-0.0014	-0.0052
Si	0.0007	-0.0043	-0.0057
Si	-0.0167	0.002	-0.0088
Si	-0.0098	0.0126	-0.0099
Si	-0.0092	-0.0035	-0.018
Si	0.0067	0.0169	-0.021
Si	0.0126	-0.0051	-0.0144
Si	0.0134	-0.0131	-0.006
Si	-0.0053	-0.0462	0.0321
Si	0.0017	0.0052	0.0134
Si	0.0031	-0.0018	0.0188
Si	-0.029	0.0034	0.03
Si	-0.0002	0.0238	0.0245
Si	-0.0071	0.0325	0.0121
Si	0.0271	-0.0166	0.0018
Si	-0.0208	-0.0114	0.0057
Si	-0.0101	-0.0155	-0.0497
Si	0.0183	0.0326	-0.0415
Si	0.0038	0.0007	-0.0014
Si	-0.0106	0.0243	-0.0084
Si	-0.0049	0.0087	-0.0232
Si	0.0293	-0.0154	-0.0032
Si	-0.0153	-0.0114	-0.0534
Si	-0.0154	0.0042	-0.0575
Si	-0.0137	0.0051	0.0172
Si	-0.0179	0.0073	-0.025
Si	-0.0046	0.0155	-0.0221
Si	0.0137	0.0252	0.0146
Si	-0.0121	0.004	-0.001
Si	0.0296	-0.0141	-0.0212
Si	0.0133	-0.0234	0.0264
Si	-0.0152	-0.013	-0.0272
Si	0.0168	-0.0018	-0.196
Si	-0.0945	0.0423	-0.2286
Si	0.0446	-0.0624	-0.1869
Si	-0.0057	0.0599	-0.2475
Si	0.0609	-0.074	-0.2387
Si	0.0687	-0.0501	-0.2257
Si	-0.0249	0.0709	-0.2178
Si	-0.0589	0.0266	-0.185
Si	-0.0146	-0.0204	0.0431
Si	-0.0262	0.025	0.0562
Si	-0.0119	-0.0007	-0.0977
Si	0.0005	-0.0035	-0.1401
Si	-0.0034	-0.0148	0.1899
Si	-0.0348	-0.0279	-0.214
Si	-0.0343	-0.0476	-0.2624
Si	-0.0037	0.0518	0.2873
Si	0.0754	0.0775	0.194
Si	0.0421	-0.0003	-0.1235
Si	-0.0143	-0.0024	-0.0993
Si	-0.0552	-0.0171	0.2324
Si	-0.1133	0.0404	0.0863
Si	0.0431	-0.0369	0.18
Si	0.0773	0.0236	0.119
Si	0.0385	0.0423	0.0349
Si	-0.007	-0.0507	0.1339
Si	-0.034	0.0285	-0.2171
Si	0.0154	-0.0057	-0.0528
Si	0.0053	-0.0181	-0.247
Si	-0.0422	0.0502	-0.2869
Si	0.0876	0.0634	0.1608
Si	-0.0814	0.0236	0.0426
Si	-0.0553	-0.0246	-0.0482
Si	-0.0352	0.013	-0.2297
Si	0.0232	-0.0249	-0.2491
Si	-0.0017	0.0105	-0.1209
Si	0.0329	0.0202	-0.0423
Si	-0.0236	0.0253	0.2328
Si	-0.0189	0.0042	-0.1003
Si	-0.0123	0.0215	0.1178
Si	0.0439	-0.0243	-0.199
Si	-0.0723	0.0319	0.1274
Si	0.029	-0.0113	-0.1492
Si	-0.0946	-0.0903	0.1037
Si	0.0503	-0.0595	-0.1676
O	0.0414	-0.0615	-0.0791
O	0.0248	-0.0029	-0.0534
O	0.0137	-0.019	0.0461
O	0.0283	-0.0246	-0.0727
O	-0.0319	0.0217	0.1267
O	-0.0506	0.0757	-0.082
O	-0.0138	-0.0331	-0.0427
O	0.0642	-0.0354	-0.1795
O	-0.0233	-0.0074	0.0262
O	-0.0548	-0.0974	-0.1634
O	-0.0262	0.0343	0.0419
O	0.0317	0.0006	-0.0228
O	0.028	-0.044	-0.1511
O	0.0474	0.0711	-0.0633
O	-0.0238	0.0464	-0.0836
O	-0.0679	0.0175	0.1646
O	0.0455	-0.0175	0.0924
O	0.0052	0.026	-0.1303
O	0.0083	0.0044	0.0593
O	0.0465	0.0632	-0.174
O	0.0773	0.0268	0.0967
O	0.0144	0.0062	0.0809
O	0.0151	-0.0016	0.0927
O	0.0015	0.0549	0.03
O	0.0341	-0.0651	-0.0512
O	-0.0753	-0.0191	0.0693
O	0.0304	0.0832	0.1479
O	-0.004	-0.004	-0.0052
O	0.0111	-0.0628	0.1692
O	-0.0313	-0.0752	0.1757
O	0.0326	0.0334	0.1624
O	0.0002	-0.0137	0.0745
O	-0.0208	-0.0111	0.042
O	-0.024	-0.0289	-0.0582
O	0.0247	-0.0239	-0.0317
O	-0.0176	0.009	-0.0059
O	-0.0441	0.0297	-0.143
O	-0.0639	0.047	0.1325
O	0.0091	0.0161	0.0575
O	-0.0171	-0.0451	-0.068
O	-0.015	-0.0093	0.0483
O	0.0603	-0.0529	-0.0661
O	-0.0052	-0.0213	-0.0808
O	0.0414	0.0521	0.1661
O	0.0301	0.0226	0.0656
O	0.0695	-0.0071	-0.0659
O	-0.0246	-0.0054	-0.0224
O	-0.0512	-0.0355	0.165
O	-0.0238	0.0116	0.0636
O	0.0109	-0.0199	0.053
O	-0.0027	-0.0128	-0.0245
O	-0.0193	0.0093	0.0725
O	-0.0571	-0.046	-0.0902
O	0.0342	-0.0417	-0.0973
O	0.0258	0.0525	-0.0096
O	-0.0096	-0.0146	0.1249
O	-0.0047	-0.0139	0.0194
O	-0.008	0.0005	0.0727
O	-0.0461	-0.0471	0.1189
O	0.0738	0.0047	-0.0223
O	0.033	-0.0224	0.021
O	0.0033	0.0009	0.0475
O	0.0365	0.0086	0.0302
O	0.0609	-0.0171	-0.0495
O	-0.0011	-0.0296	0.0298
O	0.0112	-0.0072	-0.0175
O	0.0162	0.0217	-0.0562
O	0.0022	0.0276	0.1666
O	0.0354	0.0234	0.0722
O	-0.0547	-0.0119	-0.0702
O	-0.0032	0.0118	-0.065
O	-0.0048	-0.0024	-0.1057
O	0.023	-0.0174	0.0385
O	0.0238	0.0393	-0.0316
O	0.0506	-0.0027	-0.0112
O	0.0643	-0.0152	0.1461
O	0.0667	0.0143	0.1712
O	-0.0165	0.0269	0.036
O	-0.0318	-0.0029	-0.181
O	-0.0043	0.0322	-0.1345
O	-0.0003	-0.0028	-0.0134
O	0.0074	0.0259	-0.0591
O	-0.0022	0.0735	0.1689
O	0.0104	0.0089	0.1162
O	-0.0532	0.0222	-0.0886
O	-0.067	0.0381	-0.1296
O	-0.0543	0.0131	0.083
O	0.015	-0.0927	0.1464

The program warned: the cutoff lies below the one the program advises for these potential files; the forces do not sum to zero within the program's tolerance; empty levels may hold ghost states of the PAW files; the exchange-correlation potential is rough where the density is thin.
